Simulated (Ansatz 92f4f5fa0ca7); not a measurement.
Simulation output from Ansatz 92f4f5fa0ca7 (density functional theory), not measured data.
Periodic cell of 212 atoms, Si132O80, from a study of silicon, its oxide and their interface. The atomic structure is a simulated model.

Settings
functional: PBE
potential files: Ansatz PAW
basis: plane waves
wave-function cutoff: 700 eV
density cutoff ratio: 5
exchange-correlation grid ratio: 1
k mesh: 2 x 2 x 1, shifted by 0.5 0.5 0.5 of a step
self-consistency stop: 5e-08 eV per atom in the density residual
occupations: fixed
spin: none
net charge: 0

Cell vectors (angstrom)
a, 10.938, 0, 0
b, 0, 10.938, 0
c, 0, 0, 31.3156

Atoms and the computed forces on them: element, x, y, z (angstrom), force x, y, z (eV/angstrom)
Si, -0.755, 0.4795, 23.8313, -0.081, -0.0039, -0.0526
Si, 5.8707, -0.4648, 24.077, 0.0281, -0.0366, -0.0474
Si, 2.1875, 3.4667, 23.7553, -0.0013, 0.054, -0.0476
Si, 8.6317, 2.3604, 24.0211, 0.0183, -0.0246, -0.052
Si, 0.4501, 5.2353, 23.8816, 0.0432, -0.0002, -0.0552
Si, 4.9333, 6.0927, 23.9105, -0.0308, 0.0339, -0.0489
Si, 3.0588, 7.6935, 23.8899, 0.0082, -0.052, -0.0625
Si, 7.6742, 8.8051, 24.0551, -0.0156, 0.0557, -0.0535
Si, 1.2652, 1.4644, 24.8504, -0.0225, 0.0138, 0.0399
Si, 6.8163, 1.3895, 25.2056, 0.0383, -0.0224, -0.0318
Si, 4.0208, 4.2116, 25.0936, 0.006, 0.0129, -0.0229
Si, 9.6273, 4.1675, 25.1378, 0.0275, 0.0039, 0.0094
Si, 1.3907, 6.836, 25.3034, 0.0118, -0.0092, -0.0182
Si, 6.7567, 6.9261, 25.1556, 0.0026, 0.012, 0.026
Si, 4.0202, 9.5205, 25.1382, 0.0086, -0.0355, 0.014
Si, 9.4812, 9.6835, 25.2792, 0.0054, -0.0172, -0.0166
Si, 2.6515, 0.0695, 26.3926, -0.0172, 0.0264, 0.0445
Si, 8.1431, 0.0687, 26.6404, -0.0039, 0.0162, -0.0306
Si, 0.0204, 2.7454, 26.4948, 0.012, -0.0108, -0.04
Si, 5.4064, 2.7946, 26.4713, -0.012, 0.0083, 0.0952
Si, 2.7419, 5.4726, 26.6183, 0.0074, -0.0216, -0.0284
Si, 8.1778, 5.5049, 26.4718, -0.0112, -0.0018, 0.037
Si, -0.0334, 8.2502, 26.5292, -0.0145, 0.0165, 0.0645
Si, 5.4121, 8.2367, 26.5817, -0.0067, 0.0013, -0.049
Si, 4.1018, 1.3673, 27.8973, -0.3276, 0.0943, -0.7007
Si, 9.5708, 1.3673, 27.8973, 0.2615, 0.4327, 0.3101
Si, 1.3673, 4.1018, 27.8973, 0.0312, -0.3369, 0.3081
Si, 6.8362, 4.1018, 27.8973, -0.1154, 0.1192, -0.475
Si, 4.1018, 6.8362, 27.8973, 0.1175, 0.0283, 0.6962
Si, 9.5708, 6.8362, 27.8973, -0.1872, 0.0672, -0.2723
Si, 1.3673, 9.5708, 27.8973, -0.0112, 0.4389, -0.4206
Si, 6.8362, 9.5708, 27.8973, -0.3532, 0.0416, 0.5494
Si, 0, 0, 29.2646, 0.0643, 0.0202, 0.0027
Si, 5.469, 0, 29.2646, 0.0197, -0.1431, -0.0147
Si, 2.7345, 2.7345, 29.2646, -0.0491, -0.039, 0.0199
Si, 8.2035, 2.7345, 29.2646, 0.1372, 0.0465, -0.0283
Si, 0, 5.469, 29.2646, -0.0392, -0.0713, -0.0417
Si, 5.469, 5.469, 29.2646, 0.038, 0.0647, 0.0254
Si, 2.7345, 8.2035, 29.2646, 0.1187, -0.0008, -0.0204
Si, 8.2035, 8.2035, 29.2646, -0.0261, -0.0509, 0.0028
Si, 1.3673, 1.3673, 30.6318, 0.0098, 0.008, 0.0169
Si, 6.8362, 1.3673, 30.6318, -0.062, 0.0489, -0.0176
Si, 4.1018, 4.1018, 30.6318, 0.0256, -0.0148, -0.003
Si, 9.5708, 4.1018, 30.6318, -0.1065, 0.0201, 0.0057
Si, 1.3673, 6.8362, 30.6318, -0.0335, 0.0426, -0.022
Si, 6.8362, 6.8362, 30.6318, -0.0116, -0.0199, 0.0153
Si, 4.1018, 9.5708, 30.6318, -0.0265, 0.092, 0.0064
Si, 9.5708, 9.5708, 30.6318, -0.0326, 0.0244, -0.0105
Si, 2.7345, 0, 0.6835, 0.0375, -0.0844, 0.0014
Si, 8.2035, 0, 0.6835, 0.004, -0.0233, 0.0126
Si, 0, 2.7345, 0.6835, 0.004, 0.0162, -0.0195
Si, 5.469, 2.7345, 0.6835, 0.0821, -0.0562, 0.0139
Si, 2.7345, 5.469, 0.6835, 0.017, 0.0142, 0.006
Si, 8.2035, 5.469, 0.6835, 0.0838, -0.0298, 0.0021
Si, 0, 8.2035, 0.6835, 0.0239, -0.0509, 0.0092
Si, 5.469, 8.2035, 0.6835, -0.0181, 0.0157, -0.0182
Si, 4.1018, 1.3673, 2.0507, -0.0314, 0.0363, 0.0417
Si, 9.5708, 1.3673, 2.0507, 0.0028, 0.0758, -0.0014
Si, 1.3673, 4.1018, 2.0507, -0.0712, -0.0879, -0.0236
Si, 6.8362, 4.1018, 2.0507, -0.0528, 0.0625, 0.031
Si, 4.1018, 6.8362, 2.0507, 0.0701, -0.0008, -0.0334
Si, 9.5708, 6.8362, 2.0507, -0.1226, 0.0259, 0.0246
Si, 1.3673, 9.5708, 2.0507, 0.0043, 0.0994, 0.026
Si, 6.8362, 9.5708, 2.0507, -0.0667, -0.0326, -0.01
Si, 0, 0, 3.418, 0.32, 0.0293, -0.2134
Si, 5.469, 0, 3.418, -0.027, -0.3916, 0.2871
Si, 2.7345, 2.7345, 3.418, -0.2661, -0.0492, -0.4152
Si, 8.2035, 2.7345, 3.418, 0.4936, 0.0165, 0.294
Si, 0, 5.469, 3.418, 0.2536, -0.1259, 0.7084
Si, 5.469, 5.469, 3.418, -0.1294, 0.1244, -0.7698
Si, 2.7345, 8.2035, 3.418, -0.0607, -0.2425, 0.6659
Si, 8.2035, 8.2035, 3.418, 0.0376, -0.2406, -0.4735
Si, 1.4164, 1.3395, 4.7958, -0.0032, 0.0066, 0.0361
Si, 6.8983, 1.3125, 4.7546, 0.021, -0.0192, -0.0656
Si, 4.0503, 4.1562, 4.6917, -0.0267, 0.0136, 0.0255
Si, 9.6583, 4.0414, 4.8812, 0.023, -0.0105, -0.0473
Si, 1.403, 6.7848, 4.9195, 0.0094, -0.0133, -0.0771
Si, 6.8558, 6.7832, 4.719, -0.002, 0.0007, 0.0422
Si, 4.127, 9.511, 4.8587, -0.0038, -0.0002, -0.0548
Si, 9.6431, 9.4925, 4.7105, 0.0177, -0.0113, 0.0396
Si, 2.7434, -0.0467, 6.2246, -0.0071, 0.0347, -0.0107
Si, 8.319, -0.0824, 6.05, 0.0011, -0.0065, 0.0233
Si, 0.1672, 2.671, 6.3338, 0.0002, -0.0124, -0.0216
Si, 5.4379, 2.742, 5.8723, -0.006, 0.0191, 0.0311
Si, 2.8367, 5.3803, 6.3366, 0.0096, -0.0078, -0.0191
Si, 8.1845, 5.4279, 6.1228, -0.0349, 0.0039, -0.0084
Si, -0.0408, 8.168, 6.2464, -0.0267, 0.0248, 0.0105
Si, 5.5184, 8.0582, 6.1795, -0.0099, -0.01, -0.0107
Si, 3.8576, 1.7643, 7.2773, 0.0023, 0.0431, 0.0462
Si, 10.1046, 0.7707, 7.3499, 0.0112, -0.0419, 0.0434
Si, 2.1118, 3.4626, 7.6064, 0.0558, -0.0332, 0.0656
Si, 6.3822, 4.3753, 7.2444, -0.0368, 0.0115, 0.0501
Si, 4.7807, 6.1872, 7.5103, 0.0324, -0.0478, 0.0665
Si, 8.9788, 7.2525, 7.3839, -0.0412, 0.0301, 0.0553
Si, 0.9232, 9.9691, 7.4691, -0.0369, 0.0206, 0.0548
Si, 7.3007, 9.1193, 7.2633, 0.0325, -0.014, 0.0422
O, 1.3174, 9.5228, 9.0395, 0.0046, 0.0187, -0.0035
O, 2.0757, 3.6868, 9.2857, 0.0123, 0.0018, -0.0052
O, 9.4885, 1.0423, 8.8677, 0.0103, -0.0092, 0.0165
O, 6.7081, 9.826, 8.6578, 0.0099, -0.0094, 0.012
O, 4.7658, 1.4993, 8.6706, 0.0009, 0.009, 0.0006
O, 4.745, 6.3321, 9.1758, -0.0104, 0.0023, -0.0127
O, 6.6103, 3.5809, 8.708, -0.0077, -0.0062, -0.0059
O, 9.1563, 6.5722, 8.9057, -0.0076, 0.0236, -0.0036
O, 2.7234, 3.4631, 22.1678, -0.0123, 0.0028, -0.0068
O, 5.3288, 10.8264, 22.5417, 0.0255, 0.0148, -0.0073
O, 8.2829, 3.0018, 22.5386, -0.0182, -0.0155, -0.0111
O, 0.232, 6.0795, 22.4195, 0.0186, -0.006, 0.0124
O, 8.2135, 8.6654, 22.4727, 0.0086, 0.019, 0.0004
O, 2.3427, 7.8049, 22.3589, -0.0109, -0.0123, 0.0141
O, 5.4542, 5.9386, 22.347, -0.0073, -0.0167, -0.012
O, 9.9239, 10.7896, 22.2735, 0.0027, -0.0108, 0.0029
Si, 4.9193, -0.7387, 18.5645, -0.0038, 0.0023, 0.0037
Si, -0.841, 4.0393, 16.9686, -0.0006, 0.0043, -0.0018
Si, 1.4646, 2.9094, 18.3127, -0.0007, -0.0022, 0.0006
Si, 2.925, 4.2484, 20.7434, 0.0055, -0.0048, -0.0132
Si, -0.3654, 8.5839, 19.253, -0.0025, 0.0026, 0.0007
Si, 4.2635, 6.5429, 10.7249, 0.001, 0.0014, 0.0104
Si, 8.7803, 9.8679, 21.5074, -0.0074, -0.004, -0.0106
Si, 7.5958, 1.9696, 11.8606, -0.0023, -0.0041, -0.003
Si, 8.9261, -3.9717, 17.0264, 0.0037, -0.0038, -0.0025
Si, 3.9516, 8.2868, 14.3455, -0.0033, -0.0015, 0.0037
Si, -2.7162, 4.8967, 12.7619, -0.0013, -0.0012, 0.0012
Si, 7.0054, 9.5164, 10.2274, -0.0032, -0.0018, -0.0031
Si, -5.1198, 1.6127, 16.8678, -0.0014, 0.0004, 0.0013
Si, 2.2241, 6.2784, 15.6176, -0.0043, -0.0014, 0.0019
Si, 19.6334, -3.9291, 10.4073, 0.0009, -0.0036, -0.0021
Si, 8.3517, 1.9811, 18.4734, -0.0054, -0.0034, 0.0058
Si, 6.115, 7.4764, 18.4185, 0.0022, 0.001, 0.0029
Si, 1.3252, 6.8674, 21.4452, -0.0025, 0.0087, -0.0181
Si, 5.6394, 2.5662, 9.5631, 0.0045, -0.0068, 0.006
Si, 9.5468, 0.5226, 10.4032, -0.0082, 0.0187, -0.0009
Si, -0.1521, 0.3626, 17.8458, 0.0029, -0.006, 0
Si, 13.9479, 14.7624, 10.6408, 0.0042, -0.0038, 0.0107
Si, 0.1783, 5.413, 13.762, 0.0034, -0.002, 0.0033
Si, 10.8078, 8.1163, 12.2876, 0.0018, 0.0019, 0.0015
Si, 17.2596, 6.9101, 13.211, 0.0009, -0.0015, 0.0048
Si, 8.583, 8.6481, 14.2704, 0.0007, 0.0012, 0.0012
Si, 6.0052, 0.4454, 21.1764, -0.0077, 0.003, 0.0066
Si, 7.4963, 3.0067, 21.128, 0.0039, 0, 0.0058
Si, 5.7315, 5.4531, 20.8231, 0.0107, 0.0001, -0.0037
Si, 7.774, 0.6807, 14.497, -0.0027, -0.0003, -0.0007
Si, 12.3366, -0.8967, 10.5951, -0.0031, 0.0022, 0.0033
Si, 1.9393, 2.8434, 13.337, 0.0001, -0.004, 0.0009
Si, 4.0732, 9.4639, 11.4634, -0.0016, 0.0012, 0.0059
Si, -0.2204, 1.6906, 15.0747, 0.0014, -0.0012, -0.0058
Si, 3.5693, -2.7392, 17.1835, -0.0048, 0.0049, 0.0018
Si, 3.4199, 3.3567, 15.9349, 0.004, 0.0017, -0.0043
O, 9.1417, 1.746, 11.3873, -0.0254, -0.0229, -0.0115
O, 7.129, 0.9268, 13.0215, 0.025, 0.0149, 0.0003
O, 2.4759, 2.7649, 11.7887, 0.014, 0.0082, -0.0162
O, 9.1827, 0.6024, 18.1602, 0.0226, 0.0243, -0.0023
O, 9.4193, 5.466, 16.6839, 0.0102, 0.0128, 0.0061
O, 2.1842, 5.6973, 20.7086, 0.002, -0.0139, 0.0181
O, 11.2881, 6.6524, 12.7472, -0.0215, 0.0049, 0.0126
O, -3.4932, 6.9207, 17.6912, 0.0011, 0.014, 0.002
O, -4.183, 1.8728, 18.1828, 0.0096, -0.0023, -0.0111
O, 3.6365, 8.0451, 10.775, 0.0164, 0.0013, 0.0133
O, 4.4811, 4.5215, 20.3564, -0.0005, 0.0166, 0.0233
O, 11.6166, 5.8884, 15.259, 0.0195, 0.0043, -0.0174
O, -6.0087, 0.3191, 17.3161, 0.0142, 0.0031, 0.0144
O, -0.9753, 7.601, 18.1096, -0.0106, -0.0003, 0.0011
O, 9.5881, 4.8612, 13.647, 0.0021, 0.0137, -0.0198
O, 3.9408, -1.6035, 13.1008, 0.0055, -0.0198, -0.0152
O, 17.1084, 9.1199, 18.551, -0.0279, -0.0163, -0.0059
O, 7.0647, 5.5594, 13.7007, 0.0018, 0.0203, -0.0209
O, 1.1604, 8.9452, 11.7817, -0.0137, 0.0018, -0.0019
O, 8.3722, -0.6143, 10.6707, -0.0022, -0.0054, -0.0116
O, 16.5721, 9.8305, 11.0846, -0.0044, -0.0035, -0.0136
O, 3.8389, -1.8987, 15.7875, -0.0081, -0.0388, 0.0031
O, 10.0088, 8.8848, 13.4946, -0.0089, -0.0199, -0.011
O, -2.3928, 2.4344, 20.0199, -0.0297, 0.0105, -0.0074
O, 0.3023, -1.0979, 18.4179, -0.0239, 0.0077, 0.0045
O, 7.3405, -3.0244, 10.3033, 0.023, 0.0112, -0.0034
O, 5.9482, -4.1756, 19.8784, -0.0017, -0.0173, -0.0131
O, 3.1741, 4.9767, 15.9123, -0.0185, -0.001, -0.0009
O, 2.9489, 10.5434, 10.9061, 0.0019, -0.0146, 0.0036
O, 2.2461, 7.26, 16.9457, 0.0251, -0.0039, -0.0292
O, 14.0586, 16.3502, 11.0932, 0.0125, 0.008, -0.018
O, 0.1166, 0.5577, 16.2273, -0.0174, 0.0266, 0.0146
O, 0.6562, 7.7888, 20.2655, -0.0046, -0.0043, 0.0002
O, 3.5293, -1.6219, 18.3825, 0.0366, -0.0053, -0.0218
O, 4.9049, 2.9074, 16.4545, -0.0108, -0.0186, -0.003
O, 7.0776, 4.5342, 20.7537, -0.0214, -0.0096, 0.008
O, 4.5732, 3.4669, 10.3808, -0.0077, -0.0137, -0.0157
O, 8.8546, -3.1948, 15.593, -0.0056, 0.0038, 0.0024
O, -6.1441, 7.1514, 17.5072, 0.0008, 0.0282, 0.0068
O, 7.9479, -0.9, 14.8006, 0.0084, 0.0064, -0.0211
O, 7.5159, -0.1557, 21.0188, -0.0077, -0.0129, 0.0186
O, 4.976, 0.0408, 19.983, 0.0212, -0.0041, -0.0154
O, -4.162, 1.2942, 15.6039, 0.0033, -0.0059, 0.0066
O, 8.4607, 5.6996, 11.3495, -0.0025, 0.0153, 0.0133
O, 0.3804, 4.1221, 18.0588, -0.0025, -0.032, -0.0172
O, 10.7102, 3.2213, 15.6796, -0.0126, -0.0268, 0.0123
O, 9.8808, 7.9505, 10.9724, -0.0205, -0.0207, 0.0164
O, 7.5573, 8.0114, 13.1436, 0.0104, 0.0042, 0.027
O, 2.3614, 3.2653, 19.5942, -0.0088, 0.0158, -0.003
O, -1.7071, 1.3994, 14.4995, -0.0029, -0.0119, 0.01
O, 16.2851, 7.4512, 14.3724, -0.0087, 0.0093, -0.0264
O, 2.7717, 7.1451, 14.3263, 0.0171, 0.0095, 0.0323
O, 0.6979, 12.4465, 18.636, -0.0084, 0.0015, -0.0284
O, 6.1538, 2.0718, 21.2353, 0.0333, -0.0095, -0.0064
O, 7.5739, 3.4666, 12.4374, 0.0063, -0.0173, -0.0101
O, 0.8724, 1.689, 13.8418, -0.0002, 0.0268, 0.0184
O, 3.1853, 2.8081, 14.4056, -0.0249, 0.015, 0.0103
O, 9.3824, 9.1766, 20.1819, 0.0182, 0.0007, -0.0036
O, 5.4806, 6.5628, 11.8423, -0.0102, 0.0002, 0.0056
O, 1.2151, 4.2835, 13.3046, -0.0137, -0.0048, 0.014
O, 11.0972, 0.1605, 10.7721, -0.0024, -0.0143, -0.0161
O, 8.8656, 3.1431, 17.4925, 0.0196, -0.0161, 0.0133
O, 2.3686, 2.6773, 16.9785, -0.0018, 0.0176, 0.008
O, 6.5756, 1.7564, 10.609, 0.0008, 0.0302, 0.0104

Results
free energy: -129427.111 eV
free energy less fixed offsets of O -569.03, Si -635.61 eV per atom: -4.191 eV

The program warned: the cutoff lies below the one the program advises for these potential files; the exchange-correlation potential is rough where the density is thin.
